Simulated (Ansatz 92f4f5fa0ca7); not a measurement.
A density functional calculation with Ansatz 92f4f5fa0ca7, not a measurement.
Periodic cell of 225 atoms, Si132O91P2, from a study of silicon, its oxide and their interface. The atomic structure is a simulated model.
Doubt: the cutoff is far below the 930 eV that the study's wrapper takes by default for these files, so forces and energies are approximate.
This geometry differs little from another in the collection (a relaxation step or a small displacement).

Settings
functional: PBE
potential files: Ansatz PAW
basis: plane waves
wave-function cutoff: 580 eV
density cutoff ratio: 5
exchange-correlation grid ratio: 1
k mesh: 1 x 1 x 1, Gamma-centred
self-consistency stop: 5e-08 eV per atom in the density residual
occupations: fixed
spin: none
net charge: 0

Cell vectors (angstrom)
a, 10.938, 0, 0
b, 0, 10.938, 0
c, 0, 0, 31.9494

Atoms: element, x, y, z (angstrom)
Si, 10.5511, 0.1441, 24.5646
Si, 5.0414, 0.2013, 24.6931
Si, 2.7893, 2.3851, 24.5033
Si, 8.4886, 2.5332, 24.616
Si, 10.7093, 5.6744, 24.34
Si, 5.0993, 5.6638, 24.4589
Si, 2.9345, 8.0055, 24.4386
Si, 8.39, 7.8875, 24.4212
Si, 1.2653, 1.2572, 25.8719
Si, 6.7684, 1.3912, 25.7902
Si, 3.9467, 4.067, 25.7556
Si, 9.6638, 4.1076, 25.8493
Si, 1.3081, 6.8509, 25.7163
Si, 6.7749, 6.7672, 25.7429
Si, 3.9657, 9.5286, 25.9626
Si, 9.423, 9.5003, 25.8452
Si, 2.6046, -0.0671, 27.2913
Si, 8.0868, -0.0208, 27.1846
Si, 0.0339, 2.7393, 27.2334
Si, 5.4083, 2.7745, 27.1445
Si, 2.6332, 5.4591, 27.138
Si, 8.1619, 5.4242, 27.1424
Si, -0.0311, 8.2034, 27.1563
Si, 5.4779, 8.1849, 27.1756
Si, 4.063, 1.3601, 28.5178
Si, 9.5223, 1.3603, 28.5134
Si, 1.363, 4.1075, 28.5911
Si, 6.7978, 4.0947, 28.5368
Si, 4.0709, 6.8095, 28.4945
Si, 9.5322, 6.8169, 28.5017
Si, 1.2791, 9.522, 28.6244
Si, 6.7911, 9.5552, 28.581
Si, -0.0468, 0.0196, 29.92
Si, 5.4403, 0.0147, 29.9069
Si, 2.7416, 2.7343, 29.9139
Si, 8.1833, 2.7382, 29.8941
Si, -0.0252, 5.4827, 29.9042
Si, 5.4496, 5.4768, 29.8943
Si, 2.7366, 8.1838, 29.9047
Si, 8.2043, 8.1995, 29.8993
Si, 1.3673, 1.3673, 31.2657
Si, 6.8362, 1.3673, 31.2657
Si, 4.1018, 4.1018, 31.2657
Si, 9.5708, 4.1018, 31.2657
Si, 1.3673, 6.8362, 31.2657
Si, 6.8362, 6.8362, 31.2657
Si, 4.1018, 9.5708, 31.2657
Si, 9.5708, 9.5708, 31.2657
Si, 2.7345, 0, 0.6835
Si, 8.2035, 0, 0.6835
Si, 0, 2.7345, 0.6835
Si, 5.469, 2.7345, 0.6835
Si, 2.7345, 5.469, 0.6835
Si, 8.2035, 5.469, 0.6835
Si, 0, 8.2035, 0.6835
Si, 5.469, 8.2035, 0.6835
Si, 4.1125, 1.3641, 2.0555
Si, 9.6063, 1.339, 2.0351
Si, 1.3657, 4.1228, 2.0491
Si, 6.8391, 4.1223, 2.0374
Si, 4.103, 6.8357, 2.0337
Si, 9.5839, 6.8289, 2.057
Si, 1.3702, 9.5927, 2.0467
Si, 6.8384, 9.6013, 2.0428
Si, 0.0486, 0.023, 3.4579
Si, 5.5054, 0.0281, 3.4442
Si, 2.7415, 2.7542, 3.3881
Si, 8.2719, 2.7647, 3.3265
Si, 0.0485, 5.5053, 3.4564
Si, 5.4946, 5.5137, 3.4106
Si, 2.7616, 8.2334, 3.3742
Si, 8.2596, 8.2742, 3.3752
Si, 1.419, 1.4218, 4.8231
Si, 6.9489, 1.4499, 4.715
Si, 4.1038, 4.1242, 4.7323
Si, 9.6349, 4.05, 4.7511
Si, 1.4095, 6.9539, 4.8061
Si, 6.8685, 6.9652, 4.7129
Si, 4.1317, 9.5442, 4.7706
Si, 9.6559, 9.5551, 4.8208
Si, 2.8055, 0, 6.1165
Si, 8.3401, 0.095, 6.0762
Si, 0.0675, 2.7682, 6.2663
Si, 5.5641, 2.8175, 6.0494
Si, 2.8043, 5.5711, 6.0883
Si, 8.2965, 5.5694, 5.9166
Si, 0.1097, 8.2864, 6.3291
Si, 5.5374, 8.2774, 6.2086
Si, 4.4778, 1.1492, 7.2843
Si, 9.8866, 1.1142, 7.5834
Si, 1.236, 4.4774, 7.4405
Si, 6.7043, 4.5144, 7.2277
Si, 4.369, 6.6622, 7.5081
Si, 9.8047, 6.5809, 7.4203
Si, 1.3441, 9.8967, 7.6881
Si, 6.7683, 9.9375, 7.3942
O, 9.4998, 1.3333, 24.0494
O, 4.0504, 6.8606, 23.9627
O, 3.966, 1.2979, 24.0498
O, 9.5325, 6.7811, 23.9049
O, 0.0303, 5.5092, 7.9553
O, 5.6213, 0.1021, 7.8902
O, 0.1374, 0.0505, 8.1188
O, 5.5901, 5.5833, 7.8479
O, 7.6739, 3.9356, 8.4115
O, 8.8218, 7.0169, 8.6796
O, 2.2236, 9.389, 9.0345
O, 8.9968, 1.6517, 8.8893
O, 7.6671, 9.4367, 8.6891
O, 3.6342, 1.7881, 8.5335
O, 3.6034, 7.1431, 8.9105
O, 2.1315, 4.0069, 8.7502
O, 8.0151, 3.5511, 23.402
O, 0.5022, 5.0724, 22.9566
O, 1.9496, 2.8683, 23.1681
O, 5.6954, 4.916, 23.1115
O, 5.5148, 10.0722, 23.5439
O, 2.3312, 8.7056, 23.0571
O, 0.168, 10.2411, 23.2632
O, 7.7285, 8.5873, 23.0735
Si, 8.494, 7.8409, 18.5982
Si, 8.9179, 6.288, 13.6922
Si, 3.8481, 1.2042, 14.508
P, 2.549, 5.4479, 17.4646
Si, 2.4074, 3.0993, 19.4687
Si, 9.8758, 8.9417, 12.0721
Si, 1.2202, 9.5628, 22.228
Si, 9.1913, 0.8724, 13.2317
Si, 1.4548, 4.889, 13.0437
Si, 1.8329, 8.1018, 12.7915
Si, 6.5887, 9.5743, 22.4464
Si, 4.7114, 4.2242, 15.3804
Si, 8.2644, 2.9596, 9.5506
P, 0.5853, 8.3812, 19.4768
Si, 6.903, 1.3541, 21.1167
Si, 8.2842, 8.2403, 9.6103
Si, 10.9947, 5.1209, 15.6787
Si, 7.5145, 9.4439, 16.3396
Si, 9.8621, 2.1743, 20.4115
Si, 3.2616, 8.4241, 9.8984
Si, 6.7293, 3.3177, 17.3915
Si, 1.0589, 0.2899, 19.9824
Si, 3.2818, 2.6732, 12.2231
Si, 7.1317, 5.4578, 19.7105
Si, 5.8404, 8.4848, 11.4369
Si, 5.9678, 5.9154, 13.0659
Si, 4.5404, 9.6845, 17.633
Si, 1.0182, 3.7342, 22.1427
Si, 4.8754, 1.4646, 18.8295
Si, 3.246, 3.0599, 9.4494
Si, 6.5389, 10.5637, 13.706
Si, 10.3087, 0.0704, 16.0322
Si, 5.7369, 3.5422, 11.0595
Si, 9.8854, 3.7914, 11.9308
Si, 2.2707, 9.7931, 15.5408
Si, 5.8826, 8.152, 19.879
Si, 6.8068, 3.9675, 22.3931
Si, 9.7807, 2.7309, 17.4346
O, 7.3063, 6.2809, 13.938
O, 10.2853, 3.9937, 16.5742
O, 6.0649, 9.8835, 17.007
O, 10.1337, 0.6977, 14.5402
O, 8.412, 6.265, 19.0581
O, 5.1345, 0.2415, 14.2442
O, 5.6886, 2.0887, 17.5773
O, 8.2691, 2.0566, 20.6184
O, 2.0799, 3.9832, 18.1218
O, 6.985, 2.6243, 10.5239
O, 4.9204, 2.6242, 12.1292
O, 6.1565, 4.2067, 16.1531
O, 4.6251, 3.8725, 9.8732
O, 10.6127, 2.9525, 21.635
O, 9.8607, 6.1479, 15.0467
O, 5.8887, 6.5136, 19.8751
O, 4.0438, 0.1891, 18.247
O, 9.3588, 10.4625, 12.3278
O, 2.8778, 4.1564, 12.7847
O, 1.8855, 10.7794, 21.3373
O, 3.9827, 2.6598, 19.5072
O, 0.6699, 9.9641, 15.9879
O, 1.0587, 9.8998, 19.0028
O, 1.6618, 1.649, 19.3441
O, 8.8648, 10.376, 16.518
O, 4.699, 8.6161, 18.8628
O, 9.5795, 8.6981, 10.4864
O, 6.7322, 4.2357, 18.7312
O, 2.9077, 1.4348, 13.1848
O, 5.67, 8.7709, 21.3649
O, 2.5719, 2.4252, 10.7883
O, 7.4718, 4.8239, 21.1711
O, 5.3145, 7.3006, 12.4546
O, 0.5088, 8.9439, 12.4124
O, 7.5864, 0.8878, 13.5816
O, 7.1602, 9.4367, 14.7398
O, 9.1344, 4.942, 12.797
O, 8.029, 8.0244, 17.0198
O, 6.1183, 2.5406, 21.9453
O, 2.4118, 8.8795, 14.1457
O, 0.4958, 4.2959, 11.8625
O, 0.4089, 8.6184, 21.1257
O, 9.3731, 3.7917, 10.3927
O, 9.6363, 2.2825, 12.5331
O, 7.3771, 8.6829, 19.4493
O, 2.6463, 8.057, 11.3689
O, 4.2935, 2.6761, 15.0479
O, 0.8425, 4.3745, 14.4632
O, 10.0582, 3.0161, 19.0201
O, 9.2378, 7.719, 12.9609
O, 10.4378, 0.6483, 20.3251
O, 6.2589, 4.9039, 11.7945
O, 8.1796, 2.6445, 17.1154
O, 3.4836, 4.8765, 16.2423
O, 4.7301, 9.0262, 10.3446
O, 1.5686, 6.5164, 13.1249
O, 4.9354, 5.2128, 14.1062
O, 1.9485, 3.9604, 20.7958
O, 10.5502, 1.3411, 17.0386
O, 1.1786, 5.8772, 16.6345
O, 7.3152, 10.9378, 21.9165
O, 5.9296, 0.8772, 19.9172
O, 6.3128, 9.7964, 12.2848
O, 2.8208, 0.3956, 15.4642
O, 7.0898, 7.793, 10.6281
O, 9.9588, 8.4595, 18.9567
O, 3.341, 9.1304, 16.6336

Results
free energy: -137176.229 eV
free energy less fixed offsets of O -568.88, P -755.39, Si -635.61 eV per atom: 3.151 eV

Forces (eV/angstrom), in the order of the atoms: element, x, y, z
Si, 0.0105, -0.008, 0.0154
Si, -0.0174, -0.0069, 0.0167
Si, -0.0018, -0.014, 0.0323
Si, -0.022, 0.0171, -0.0083
Si, -0.0133, -0.0048, -0.0006
Si, 0.0042, 0.0079, 0.0188
Si, 0.0056, -0.0044, 0.0022
Si, -0.0081, -0.0108, 0.0256
Si, 0.0334, -0.0237, 0.0143
Si, -0.005, 0.0058, 0.003
Si, 0.0088, -0.0049, 0.0068
Si, -0.0072, 0.0153, 0.0132
Si, -0.0012, 0.0019, 0.0029
Si, 0.0025, -0.0088, 0.0074
Si, 0.0054, 0.0109, -0.001
Si, 0.0136, -0.0192, 0.0112
Si, -0.0241, 0.0136, -0.0242
Si, -0.0022, -0.009, 0.0075
Si, -0.0016, -0.0051, 0.0022
Si, -0.0082, 0.0034, 0.0027
Si, 0.0022, -0.0051, 0.007
Si, -0.0001, 0.0075, -0.0132
Si, -0.0142, 0.0089, -0.0064
Si, 0.0016, -0.0129, -0.0051
Si, 0.0027, 0.0083, -0.0024
Si, 0.0022, -0.0026, 0.0001
Si, 0.0088, 0.0007, 0.0102
Si, -0.0019, -0.0081, 0.0025
Si, -0.0001, -0.0059, -0.003
Si, 0.001, -0.0068, -0.0091
Si, -0.0038, -0.0094, 0.0217
Si, 0.0024, 0.0024, 0.0065
Si, 0.0012, -0.0125, -0.0063
Si, 0.0027, -0.0019, -0.0016
Si, 0.0071, 0.0074, -0.0039
Si, -0.0095, 0.002, -0.0009
Si, -0.0032, -0.0019, 0.0001
Si, -0.0043, -0.0063, -0.0002
Si, -0.0129, 0.0045, -0.0048
Si, -0.0009, 0.0037, -0.0027
Si, 0.0178, 0.0992, -0.0026
Si, 0.0036, 0.0478, 0.0058
Si, 0.0485, -0.0083, 0.0837
Si, -0.1365, -0.0484, -0.0229
Si, -0.0056, -0.0396, 0.0563
Si, 0.0028, 0.0417, -0.0568
Si, -0.1058, -0.0072, 0.0251
Si, -0.219, -0.0552, 0.154
Si, 0.0381, 0.0021, -0.0384
Si, 0.0115, -0.0083, -0.1443
Si, 0.1097, 0.0462, -0.0162
Si, 0.04, 0.0523, 0.0452
Si, -0.0169, -0.0672, -0.1136
Si, 0.036, 0.056, -0.0721
Si, 0.0866, 0.0572, 0.0712
Si, 0.1114, 0.0932, 0.0157
Si, 0.001, 0.0011, 0.0011
Si, -0.0072, 0.0047, 0.0013
Si, 0.0103, -0.0013, 0.0021
Si, 0.0079, -0.0019, 0.0047
Si, 0.0006, -0.0068, 0.0019
Si, -0.0001, 0.0026, 0.0011
Si, 0.0073, -0.0002, 0.003
Si, 0.0123, 0.0035, 0.0022
Si, 0.0035, -0.0019, 0.0107
Si, -0.001, -0.0056, 0.0014
Si, -0.0078, 0.0025, -0.0027
Si, 0.0037, -0.0026, -0.0166
Si, -0.0006, -0.002, 0.009
Si, -0.0054, 0.0043, 0.0012
Si, -0.0041, 0.0024, -0.0025
Si, -0.0003, 0.0046, -0.0067
Si, -0.0035, -0.0035, 0.0012
Si, 0.0036, -0.0017, -0.0029
Si, -0.0026, 0.0035, 0.0002
Si, 0.0069, 0.0006, 0.0023
Si, 0.0034, -0.0043, -0.0004
Si, -0.0031, 0.0031, 0.0005
Si, 0.0016, -0.0032, -0.0006
Si, 0.0002, 0.0053, -0.0025
Si, -0.0053, 0.0064, -0.0071
Si, 0.0025, -0.0055, -0.0006
Si, 0, -0.0023, -0.0017
Si, -0.0038, -0.0006, 0.0011
Si, 0.0028, 0.001, -0.005
Si, 0.0002, -0.0035, -0.0013
Si, -0.0038, -0.0011, -0.0017
Si, 0.0006, -0.0043, -0.0027
Si, 0.0009, 0.002, -0.0022
Si, 0.0018, -0.0001, -0.012
Si, -0.0046, -0.0085, -0.013
Si, -0.0034, 0.0005, 0.0024
Si, 0.0017, -0.0013, -0.0144
Si, -0.0037, 0.0001, -0.0117
Si, -0.0022, 0.0032, 0.0013
Si, 0.0006, -0.0005, -0.0047
O, 0.0185, 0.0047, -0.011
O, 0.003, 0.0017, 0.0004
O, 0.0021, 0.0105, -0.0143
O, 0.0015, 0.0076, -0.003
O, 0.0042, 0.0011, 0.0069
O, -0.0008, -0.0047, 0
O, 0.0015, -0.0059, 0.0004
O, 0.0018, 0.0012, 0.0022
O, 0.004, -0.0065, 0.0074
O, -0.0013, 0.0015, 0.0051
O, 0.0064, -0.0063, 0.0071
O, -0.0012, 0.0023, 0.004
O, 0.0046, -0.0079, 0.0096
O, -0.0052, 0.0039, 0.0083
O, -0.0038, 0.0019, 0.0081
O, 0.0032, -0.0031, 0.006
O, -0.0016, -0.0013, -0.0068
O, 0.0091, -0.0094, -0.01
O, -0.0128, 0.009, -0.031
O, 0.0102, -0.0128, -0.018
O, -0.0012, 0.0009, -0.0008
O, -0.0114, 0.0095, -0.0136
O, -0.0019, 0.0028, -0.0008
O, -0.0005, 0.0037, -0.0116
Si, 0.0024, 0.0015, -0.0052
Si, 0.0039, -0.0015, 0.0088
Si, -0.002, -0.0022, 0.0024
P, -0.0074, -0.0141, -0.0338
Si, -0.0091, -0.0009, -0.003
Si, -0.0021, -0.0011, -0.0002
Si, -0.0013, -0.0186, 0.0122
Si, -0.0006, -0.004, 0.0045
Si, -0.0004, 0.0014, 0.0101
Si, 0.0036, -0.0054, 0.001
Si, 0.0039, -0.0046, 0.0035
Si, -0.0045, 0.004, 0.0023
Si, -0.002, -0.0031, -0.0093
P, -0.0126, 0.0021, 0.0005
Si, -0.0004, 0.0012, 0.0032
Si, -0.001, 0.0026, -0.0075
Si, 0.0024, 0.0088, 0.0031
Si, 0.0011, -0.0034, 0.0006
Si, -0.0018, 0.0025, -0.0068
Si, -0.0044, 0.0004, -0.0105
Si, -0.0039, 0.0009, -0.0015
Si, 0.0015, 0.0061, -0.0128
Si, 0.0027, -0.0043, -0.0006
Si, 0.0012, 0.0017, 0
Si, 0.0021, -0.0031, -0.0024
Si, -0.0026, -0.0031, 0.0043
Si, 0.0001, -0.0056, -0.0028
Si, 0.0097, 0.0127, 0.0065
Si, 0.0021, -0.0031, -0.0058
Si, 0.0008, -0.0033, -0.0079
Si, 0.0015, -0.0035, 0.0009
Si, 0.0007, -0.0005, -0.0035
Si, -0.0041, -0.0091, 0.0013
Si, -0.0067, -0.0044, 0.0029
Si, -0.0025, -0.0103, 0.0016
Si, -0.0022, -0.0024, 0.0036
Si, -0.0017, 0.0056, 0.0109
Si, 0.0017, 0.0032, -0.0027
O, -0.0005, -0.0022, -0.0028
O, -0.0049, -0.0089, 0.0063
O, 0.0003, -0.0032, 0.0014
O, 0.0006, -0.003, 0.0008
O, 0.0008, -0.0006, 0.0025
O, -0.0013, -0.0015, -0.0025
O, 0.001, -0.0014, 0.0014
O, 0.0048, -0.0001, 0.001
O, 0.0099, 0.0064, 0.0061
O, -0.0048, 0, 0.001
O, -0.0031, -0.0005, -0.003
O, -0.0002, -0.0059, 0.0001
O, 0.0029, -0.0012, 0.0005
O, -0.0093, -0.0067, 0.0011
O, -0.0022, -0.0012, -0.0016
O, 0.0013, -0.0002, 0.0045
O, -0.0006, -0.0005, 0.0034
O, 0.0004, 0.0011, -0.0013
O, -0.0011, -0.001, -0.0033
O, 0.0078, 0.0111, -0.0059
O, 0.0025, -0.0036, 0.0058
O, -0.0021, 0.0009, -0.0008
O, -0.0013, -0.0022, 0.0066
O, -0.0012, -0.0027, 0.0062
O, -0.0019, -0.001, 0.0023
O, 0.0024, 0.0028, 0.0007
O, 0.004, -0.0007, 0.006
O, 0.0007, -0.0047, -0.0005
O, 0.0003, -0.0031, 0.0011
O, -0.0063, -0.0066, -0.0078
O, -0.0013, -0.003, 0.007
O, 0.0016, 0.004, -0.0068
O, 0.0002, -0.0051, -0.0018
O, -0.0007, -0.0031, -0.0033
O, -0.0009, -0.0018, -0.0024
O, 0.0012, -0.0043, 0.0029
O, 0.0001, 0.0001, -0.0032
O, -0.0023, -0.0008, -0.0031
O, -0.0018, -0.0118, -0.002
O, 0.0003, 0.0018, 0.0006
O, 0.0009, -0.0027, -0.0047
O, 0.0083, -0.0037, -0.0091
O, 0.006, 0.002, 0.0054
O, 0.0004, -0.0044, -0.0036
O, 0.0041, 0, 0.0012
O, -0.008, -0.0041, 0.0111
O, 0.0019, 0.0018, -0.0016
O, -0.0018, -0.0025, -0.0031
O, -0.0022, -0.0041, 0.0007
O, -0.0018, -0.0064, -0.002
O, 0.0009, -0.0057, 0.0042
O, 0.0029, 0.0036, -0.0003
O, 0.0027, -0.0027, -0.0005
O, -0.0073, -0.0046, 0.0154
O, 0.0052, -0.002, 0.0014
O, -0.0011, -0.0026, -0.0062
O, -0.0025, -0.0093, 0.0018
O, 0.0082, -0.0071, -0.0127
O, -0.0016, -0.0025, 0.0017
O, 0.009, -0.0142, 0.0003
O, 0.0031, 0.0066, -0.0024
O, -0.0072, -0.0028, -0.0024
O, 0.0021, 0.0018, 0.0026
O, -0.0003, -0.0001, -0.0021
O, -0.0073, -0.0031, 0.002
O, -0.0023, -0.011, 0.0054
O, 0.0044, 0.0042, 0.0008

The program warned: the cutoff lies below the one the program advises for these potential files; the forces do not sum to zero within the program's tolerance; the exchange-correlation potential is rough where the density is thin.
